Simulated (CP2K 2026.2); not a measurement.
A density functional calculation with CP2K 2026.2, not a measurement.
Periodic cell of 520 atoms, Si360O160, from a study of silicon, its oxide and their interface. The atomic structure is a simulated model.
Doubt: the forces sum to 1.55 eV/angstrom along one axis rather than to zero, so they err by at least 0.0030 eV/angstrom per atom on average; the grid cutoff is modest.

Settings
functional: PBE
method: Gaussian and plane waves
basis set: DZVP-MOLOPT-SR-GTH
pseudopotentials: GTH-PBE
grid cutoff: 300 Ry, relative cutoff 40 Ry
k points: Gamma only
occupations: fixed
spin: none
net charge: 0

Cell vectors (angstrom)
a	16.32	0	0
b	0	16.32	0
c	4.203	-4.3631	34.1369

Atoms and the computed forces on them: element, x, y, z (angstrom), force x, y, z (eV/angstrom)
Si	-3.737	-1.915	-2.592	-0.053	-0.014	-0.155
Si	4.479	-5.917	-5.828	-0.011	-0.239	-0.056
Si	-2.427	2.998	1.582	-0.43	-0.265	0.194
Si	5.874	6.092	1.494	-0.06	-0.031	-0.025
Si	-5.2	2.818	24.822	-0.34	0.518	0.009
Si	0.564	-3.052	-3.303	0.119	-0.037	-0.017
Si	5.247	-2.356	-2.989	-0.021	-0.117	-0.009
Si	-9.325	3.241	-4.127	-0.072	0.086	0.076
Si	-10.84	-5.407	-3.095	0.053	-0.024	-0.132
Si	-10.461	6.228	-4.178	0.078	0.108	0.038
Si	3.619	0.079	-2.633	0.075	-0.17	-0.023
Si	1.912	-3.743	-0.622	-0.065	-0.042	0.013
Si	-6.404	-1.78	-1.213	-0.037	-0.068	0.124
Si	-1.852	0.001	-1.183	0.135	0.128	0.022
Si	-5.98	4.952	1.483	-0.12	-0.101	0.576
Si	-0.008	4.994	1.097	0.367	-0.2	0.417
Si	-8.142	-5.747	-1.656	-0.073	-0.434	0.223
Si	-10.234	-0.364	-1.237	0.128	-0.063	-0.059
Si	-0.076	0.098	1.269	0.09	-0.264	0.777
Si	1.648	1.453	-1.003	0.027	0.005	-0.067
Si	3.115	2.702	1.269	-0.318	-0.274	0.479
Si	3.049	8.569	1.735	0.051	-0.049	-0.053
Si	0.21	-5.282	1.472	0.118	-0.119	0.636
Si	3.433	-2.282	1.441	0.133	0.187	0.533
Si	5.406	-0.716	1.624	-0.371	-0.195	0.344
Si	-7.829	3.378	1.516	0.115	0.198	0.489
Si	4.758	4.789	-0.147	0.474	0.7	0.276
Si	-8.686	7.771	1.556	-0.017	0.017	0.034
Si	4.832	10.197	1.541	0.002	0.021	-0.008
Si	-6.876	-4.191	0.56	-0.229	0.244	0.494
Si	-5.811	0.553	0.764	-0.504	0.174	0.346
Si	-3.601	2.386	-0.26	0.165	0.018	0.55
Si	-4.438	5.272	-4.195	0.065	0.045	0.002
Si	-0.978	-6.646	-1.117	0.025	0.069	0.078
Si	-4.477	-6.151	0.893	0.099	-0.136	0.494
Si	-2.54	-3.658	0.969	0.349	-0.107	0.545
Si	-1.33	1.352	2.808	0.084	-0.013	-0.019
Si	1.475	3.929	2.593	-0.009	0.027	-0.041
Si	-1.527	7.055	2.828	0.108	-0.205	0.665
Si	1.392	9.623	2.881	-0.02	0.027	-0.042
Si	-1.276	-4.185	2.82	0.003	0.026	-0.014
Si	1.456	-1.331	2.518	-0.058	-0.035	-0.067
Si	4.241	1.143	2.662	0.063	-0.087	0.083
Si	6.772	4.309	2.777	0.008	0.001	-0.072
Si	4.147	6.871	2.878	0.019	0.01	-0.029
Si	6.619	9.429	2.864	-0.036	-0.055	0.011
Si	4.13	12.174	2.722	0.02	0.064	-0.007
Si	-9.278	-1.765	2.971	0.1	-0.018	-0.011
Si	-6.976	1.476	2.576	-0.032	0.02	-0.045
Si	-4.121	4.128	2.755	-0.039	0.04	0.023
Si	-6.868	6.767	2.703	0.038	-0.029	-0.056
Si	-3.777	-7.105	2.86	-0.306	0.323	0.118
Si	-7.532	-3.506	2.712	-0.011	-0.027	-0.031
Si	-4.073	-1.389	2.53	-0.052	-0.1	0.881
Si	-2.706	-0.104	4.025	-0.067	0.006	-0.014
Si	0.085	2.711	4.08	0.008	-0.031	0.048
Si	-2.771	5.497	4.104	0.087	0.012	-0.018
Si	-0.007	8.239	4.157	-0.033	-0.061	-0.007
Si	-2.692	-5.477	4.158	-0.018	-0.025	0.01
Si	0.082	-2.667	3.985	0.032	0.057	0.01
Si	2.708	0	4.041	-0.019	-0.009	-0.02
Si	5.462	2.728	3.974	-0.029	0.003	0.028
Si	2.719	5.387	4.007	-0.013	0.031	-0.006
Si	5.41	8.143	4.368	0.005	0.027	-0.082
Si	2.731	10.983	4.201	0	-0.029	0.041
Si	5.457	-2.891	4.244	-0.018	-0.045	0
Si	-8.174	0.02	4.036	0.019	-0.027	0.041
Si	-5.441	2.633	4.026	-0.002	0.003	-0.037
Si	-8.14	5.478	4.217	0.019	-0.008	0.017
Si	-5.466	8.123	4.054	-0.024	0.014	0.017
Si	-8.289	-5.384	4.008	0.021	0.076	-0.026
Si	-5.598	-2.641	3.898	0.04	0.003	-0.086
Si	-1.308	-1.375	5.397	0.019	-0.026	-0.001
Si	1.394	1.348	5.457	0.031	0.036	0.004
Si	-1.349	4.09	5.383	-0.005	0	-0.017
Si	1.362	6.776	5.401	0.036	0.017	-0.02
Si	-1.345	9.553	5.564	-0.003	-0.006	0.012
Si	1.346	12.325	5.489	-0.048	0.011	0.01
Si	4.054	-1.39	5.416	-0.052	0.01	-0.006
Si	6.791	1.388	5.389	-0.001	-0.036	0.003
Si	4.08	4.041	5.389	0.045	0.048	0
Si	-9.486	6.794	5.608	-0.013	-0.038	0.016
Si	4.042	9.575	5.581	0.003	-0.007	-0.027
Si	6.794	12.139	5.603	0.02	0.003	0.051
Si	-6.778	-1.288	5.422	-0.038	0.007	0.009
Si	-4.073	1.288	5.386	0.022	-0.018	-0.001
Si	-6.759	4.033	5.443	0.024	-0.025	-0.012
Si	-4.125	6.81	5.49	0.011	0.002	0.031
Si	-6.823	-6.738	5.335	0.012	0	0.023
Si	-4.173	-4.035	5.304	-0.04	-0.024	-0.008
Si	0.006	-0.003	6.793	0.017	-0.015	0.013
Si	2.742	2.714	6.802	0.014	0.004	-0.001
Si	-0.011	5.441	6.777	0.002	0.009	-0.003
Si	2.678	8.14	6.825	0.008	-0.006	0.004
Si	0.012	10.933	6.856	0.034	-0.018	0.004
Si	2.719	-2.682	6.851	-0.002	-0.005	0.002
Si	5.435	0.001	6.744	0.02	0.005	-0.007
Si	-8.151	2.697	6.785	-0.021	0.033	0.021
Si	-10.897	5.385	6.825	-0.006	-0.026	-0.005
Si	8.208	8.225	6.828	0.007	0	-0.023
Si	5.429	10.851	6.963	-0.042	-0.009	0.01
Si	-8.139	-2.695	6.789	0.017	-0.001	-0.051
Si	-5.414	-0.003	6.815	0.007	0.014	-0.01
Si	-2.709	2.697	6.728	0.007	0.014	-0.015
Si	-5.432	5.408	6.828	0.004	-0.007	-0.006
Si	-2.743	8.165	6.837	-0.036	0.01	0.005
Si	-5.461	-5.407	6.737	-0.027	0.001	-0.003
Si	-2.742	-2.73	6.709	0.005	0.021	-0.033
Si	-1.37	1.348	13.601	0.002	-0.007	-0.002
Si	1.358	4.082	13.614	0.005	0.011	0.003
Si	-1.353	6.791	13.634	-0.008	0.021	-0.002
Si	1.365	9.51	13.58	0.019	-0.024	-0.004
Si	-1.368	-4.057	13.604	-0.014	0.013	0.002
Si	1.341	-1.365	13.61	-0.013	0.009	0.001
Si	4.072	1.376	13.609	0.001	0.011	0
Si	-9.524	4.058	13.599	-0.005	-0.004	-0.009
Si	4.092	6.781	13.559	0.013	-0.034	-0.017
Si	6.78	9.52	13.567	0	0.027	0.004
Si	4.053	-4.082	13.586	-0.01	0.007	-0.009
Si	6.829	-1.334	13.622	0.008	-0.012	0.011
Si	-6.789	1.368	13.612	0.011	-0.005	-0.009
Si	-4.08	4.055	13.612	0.007	-0.006	-0.004
Si	-6.795	6.8	13.577	-0.011	0.017	-0.005
Si	-4.059	9.527	13.626	-0.006	-0.004	-0.009
Si	-6.772	-4.055	13.606	0.009	-0.026	0.01
Si	-4.078	-1.337	13.592	-0.007	-0.002	-0.018
Si	-2.718	-0.011	14.978	-0.002	0.009	-0.008
Si	-0.022	2.713	14.952	-0.008	0.005	0.005
Si	-2.712	5.396	14.977	-0.011	0.005	-0.017
Si	0.036	8.16	14.969	0.011	-0.01	0.002
Si	-2.712	-5.4	14.981	-0.005	-0.022	0.005
Si	-0.022	-2.715	14.994	0	0.006	-0.005
Si	2.695	0.015	14.945	0.005	-0.001	-0.01
Si	5.427	2.726	14.988	0	-0.004	-0.002
Si	2.762	5.432	14.944	0	0.025	-0.008
Si	5.423	8.146	14.923	-0.011	-0.007	-0.005
Si	2.706	10.861	14.957	-0.005	0	-0.002
Si	5.42	-2.702	14.915	0.002	-0.019	-0.013
Si	-8.136	0.035	15.009	0.002	0.01	0.009
Si	-5.431	2.7	15.003	-0.008	0.004	0.001
Si	-8.155	5.433	14.924	0.012	-0.006	-0.003
Si	-5.431	8.143	14.946	-0.011	-0.002	-0.011
Si	-8.163	-5.44	14.896	-0.005	-0.012	-0.011
Si	-5.426	-2.665	14.972	0.016	0	0.01
Si	-1.376	-1.349	16.379	0.009	-0.007	0.004
Si	1.325	1.36	16.309	0.004	-0.029	-0.009
Si	-1.36	4.035	16.362	0.003	-0.007	0.013
Si	1.425	6.782	16.304	-0.001	-0.006	-0.013
Si	-1.308	-6.757	16.301	0.012	0.032	0.008
Si	1.335	-4.109	16.322	0.009	-0.006	0.006
Si	4.071	-1.333	16.276	-0.014	-0.011	0.003
Si	-9.532	1.386	16.358	-0.007	-0.007	0.004
Si	4.07	4.082	16.365	0	0.003	0
Si	-9.53	6.783	16.261	-0.007	0.014	0.011
Si	4.061	9.477	16.306	0.011	0.014	0.015
Si	-9.527	-4.073	16.226	-0.004	-0.018	-0.029
Si	-6.753	-1.308	16.38	0.032	-0.014	0.011
Si	-4.056	1.328	16.369	-0.002	-0.018	-0.007
Si	-6.821	4.085	16.316	-0.009	0.013	0
Si	-4.09	6.754	16.305	-0.018	0.021	0.009
Si	-6.824	9.511	16.254	-0.016	0.017	-0.028
Si	-4.064	-4.005	16.337	-0.002	0.003	0.005
Si	-0.005	0.023	17.719	0.011	0.008	0.012
Si	2.664	2.699	17.683	-0.008	0.035	-0.03
Si	0.11	5.37	17.627	0.034	0.025	-0.005
Si	2.699	8.157	17.736	-0.022	0.008	0.004
Si	-0.004	-5.419	17.776	-0.011	-0.012	-0.013
Si	2.737	-2.738	17.593	-0.023	-0.006	-0.043
Si	5.393	0.018	17.679	0.044	-0.003	-0.017
Si	-8.212	2.8	17.713	-0.018	-0.002	0.002
Si	5.439	5.491	17.685	0.009	-0.014	0.01
Si	-8.142	8.1	17.606	0.007	-0.008	0.004
Si	5.515	10.818	17.567	-0.014	0	-0.017
Si	-8.234	-2.672	17.588	-0.014	0.034	-0.033
Si	-5.363	0.009	17.823	0.001	-0.012	0.024
Si	-2.699	2.65	17.76	0.015	0.004	0.006
Si	-5.444	5.392	17.7	0.01	0.019	0
Si	-2.675	-8.17	17.545	0.021	-0.013	-0.021
Si	-5.532	-5.358	17.556	0.009	-0.017	-0.028
Si	-2.701	-2.697	17.798	-0.045	-0.049	0.01
Si	-1.324	1.339	19.203	0.053	-0.072	0.04
Si	1.35	4.015	19.139	-0.024	0.043	0.043
Si	-1.224	6.806	18.838	-0.002	0.031	0.03
Si	1.347	-6.803	19.139	0.023	-0.021	0.026
Si	-1.333	-4.041	19.201	0.007	0.037	-0.002
Si	1.388	-1.398	18.963	0.015	-0.011	0.029
Si	4.03	1.37	19.038	0.014	0.07	-0.002
Si	-9.562	4.181	19.133	0.004	-0.059	0.016
Si	4.092	6.827	19.09	0.003	-0.07	0.002
Si	-9.469	9.453	18.958	-0.02	0.028	0.001
Si	4.148	-4.132	18.838	0.016	0.026	0.028
Si	6.745	-1.362	19.006	-0.009	-0.016	-0.021
Si	-6.808	1.463	19.019	0.012	0.059	-0.003
Si	-4.086	4.022	19.069	-0.017	-0.034	0.022
Si	-6.825	6.764	19.029	-0.033	-0.013	-0.025
Si	-4.089	-6.74	18.726	-0.004	0.012	0.008
Si	-6.957	-4.05	18.936	-0.017	-0.072	0.027
Si	-4.006	-1.385	19.284	-0.017	0.087	0.052
Si	-0.499	-0.938	22.032	0.028	0.213	-0.604
Si	0.037	2.675	20.649	0.018	-0.001	0.024
Si	-2.548	5.415	20.123	0.12	-0.106	-0.019
Si	-0.089	8.131	20.435	0.03	-0.041	0.078
Si	-2.882	-5.475	20.272	-0.045	0.008	0.039
Si	0.16	-2.675	20.525	-0.056	0.002	0.065
Si	2.753	-0.096	20.354	0.005	-0.009	0.026
Si	5.093	2.999	20.365	0.24	-0.111	-0.683
Si	2.935	5.239	20.395	-0.177	0.126	-0.689
Si	5.454	8.236	20.4	-0.029	0.074	0.086
Si	2.854	-5.412	20.301	-0.027	-0.037	0.106
Si	5.47	-2.86	20.299	0.038	0.028	0.039
Si	-8.258	0.112	20.249	-0.048	0.06	0.106
Si	-5.545	2.82	20.512	0.024	-0.014	0.055
Si	-8.214	5.571	20.543	-0.012	0.023	0.03
Si	-5.388	-8.079	20.1	-0.018	0.016	0.036
Si	-8.162	-5.518	20.362	0.058	0.042	-0.028
Si	-5.651	-2.758	20.364	0.015	0.053	-0.008
Si	-2.436	-0.125	20.743	0.301	-0.436	-0.307
Si	1.203	0.885	21.801	-0.393	-0.115	-0.457
Si	-1.238	4.362	21.807	-0.094	-0.197	-0.665
Si	0.84	6.716	22.083	-0.314	0.335	-0.552
Si	-2.041	-7.293	21.467	-0.011	-0.016	0.007
Si	2.09	-3.581	21.502	-0.025	0.174	-0.761
Si	4.944	-2.073	24.513	0.15	-0.655	-0.104
Si	-9.171	1.511	21.906	0.174	-0.386	-0.634
Si	4.754	3.77	25.499	0.13	-0.063	-0.045
Si	-9.497	7.062	21.878	0.136	-0.038	-0.738
Si	4.543	-6.317	21.649	0.174	0.193	-0.576
Si	6.347	-4.64	21.606	-0.15	-0.213	-0.524
Si	-6.883	-1.152	21.632	-0.079	-0.215	-0.58
Si	-4.813	1.23	22.072	-0.203	0.422	-0.539
Si	-7.12	3.987	21.902	0.351	0.393	-0.094
Si	-3.581	7.208	21.111	0.097	0.364	-0.462
Si	-6.328	-6.491	21.525	-0.009	0.027	0.063
Si	-4.766	-4.638	21.427	-0.103	-0.307	-0.597
Si	-8.915	3.882	-1.293	-0.006	0.035	0.119
Si	-8.037	7.603	-4.841	0.025	-0.017	0.015
Si	-6.795	4.502	24.254	0.093	-0.013	0.083
Si	-6.173	-9.569	24.557	0.027	0.092	0.035
Si	-10.28	-4.163	24.602	-0.615	0.439	-0.097
Si	3.52	0.178	-6.951	-0.108	-0.005	-0.076
Si	-4.069	-4.347	-6.846	-0.085	-0.019	-0.039
Si	-10.693	6.431	24.555	-0.054	0.028	-0.066
Si	0.009	3.071	26.042	-0.11	0.001	0.044
Si	-8.612	-0.638	24	-0.005	-0.091	-0.04
Si	5.358	-7.062	-0.58	0.432	-0.03	0.466
Si	-9.789	-4.334	-7.529	-0.254	-0.342	-0.659
Si	3.543	5.092	-5.353	0.046	0.014	-0.001
Si	-3.75	-1.681	-5.512	0.005	-0.059	-0.062
Si	-6.194	5.709	-6.478	0.006	0.094	0.09
Si	-6.705	-0.93	-5.818	-0.02	-0.109	-0.03
Si	3.769	-1.872	21.542	-0.145	-0.082	-0.522
Si	2.452	1.859	24.573	0.004	0.04	0.038
Si	-3.987	6.773	24.029	-0.559	-0.144	0.159
Si	0.066	-7.811	-5.661	0.081	-0.054	0.036
Si	1.451	-4.588	24.417	-0.037	-0.027	-0.014
Si	-8.459	-1.201	-3.224	-0.011	-0.01	-0.086
Si	-6.842	-6.148	-4.196	-0.029	-0.081	-0.048
Si	-2.352	-6.989	23.766	0.032	-0.007	-0.755
Si	-1.591	3.86	-4.748	-0.024	0.06	-0.079
Si	-3.448	8.076	-1.177	-0.047	-0.073	-0.011
Si	-6.478	-5.934	25.804	-0.07	-0.063	-0.172
Si	-4.047	-4.466	24.387	-0.098	-0.173	0.035
Si	-1.992	-3.928	-1.912	0.098	-0.072	0.049
Si	-7.178	-7.683	23.42	0.644	-0.204	-0.125
Si	-4.533	5.15	-1.231	-0.121	0.055	0.046
Si	-2.916	-7.107	-5.817	-0.429	-0.25	0.507
Si	0.562	-7.631	24.522	-0.022	-0.01	-0.148
Si	-2.48	4.234	24.609	-0.107	-0.122	-0.096
Si	2.58	-0.844	26.188	-0.08	0.022	-0.044
Si	-8.727	-7.733	-0.625	0.19	0.005	0.036
Si	-2.823	-2.709	26.425	-0.109	0.336	0.343
Si	0.866	5.883	-4.26	0.014	-0.033	0.014
Si	2.797	7.976	-0.53	-0.573	0.156	-0.047
Si	1.897	-5.62	-4.627	-0.017	-0.02	0.116
Si	-8.189	3.458	-6.851	0.137	-0.293	-0.229
Si	-0.145	-2.168	25.012	0.024	0.096	-0.092
Si	0.965	-0.534	-5.266	-0.059	-0.056	-0.021
Si	-0.186	1.482	-3.247	-0.106	0.038	0.021
Si	-6.658	0.439	26.274	0.084	0.013	-0.05
Si	-4.212	-7.868	-4.159	0.398	0.174	-0.307
Si	-8.665	4.663	25.727	0.444	-0.257	-0.215
Si	-1.278	-1.124	-7.435	0.022	-0.028	0.004
Si	-8.644	6.804	-2.066	-0.004	0.474	0.258
Si	1.979	-6.629	-1.852	0.318	-0.497	0.329
Si	4.272	2.135	-4.79	0.097	0.058	-0.02
Si	-6.957	-4.058	-6.388	0.036	0.058	0.048
Si	1.991	5.889	-1.221	0.081	0.458	0.184
Si	4.534	-6.914	24.701	0.013	0.062	-0.177
Si	-1.362	1.365	8.132	-0.001	-0.006	0.003
Si	1.356	4.079	8.14	0.009	-0.005	0.007
Si	-1.366	6.79	8.163	-0.001	0.004	0.005
Si	1.345	9.522	8.187	-0.01	0.007	0
Si	-1.403	-4.055	8.152	-0.004	-0.016	-0.01
Si	1.352	-1.336	8.191	0.005	0.002	0.007
Si	4.098	1.347	8.151	-0.029	-0.006	0.004
Si	-9.512	4.045	8.167	-0.009	0.004	0.002
Si	4.066	6.779	8.163	0.02	0.016	-0.006
Si	6.832	9.503	8.245	-0.008	0.004	0.009
Si	4.065	-4.051	8.224	-0.001	0.007	0.015
Si	-9.522	-1.343	8.134	-0.021	-0.009	0.001
Si	-6.792	1.354	8.153	-0.009	0.008	0.021
Si	-4.048	4.052	8.145	-0.022	-0.014	0.012
Si	-6.775	6.811	8.165	-0.009	0.007	-0.004
Si	-4.11	-6.769	8.144	0.023	0.01	0.016
Si	-6.791	-4.06	8.149	0.01	-0.006	0.003
Si	-4.052	-1.373	8.137	-0.002	-0.01	-0.002
Si	-2.714	0.003	9.5	0.004	-0.006	0.003
Si	-0.003	2.719	9.507	0	0.011	0.006
Si	-2.711	5.422	9.523	0.024	-0.007	0.007
Si	-0.022	8.162	9.53	-0.01	0.012	0.01
Si	-2.737	-5.431	9.518	-0.025	0.008	0.011
Si	-0.029	-2.706	9.516	-0.006	0.005	-0.005
Si	2.728	0.016	9.535	0.001	0.006	0.012
Si	-10.87	2.697	9.527	0.026	-0.015	0.006
Si	2.704	5.431	9.521	-0.01	0.003	-0.001
Si	5.441	8.124	9.536	0.013	-0.017	0.008
Si	2.705	-5.439	9.544	0.012	-0.026	0.003
Si	-10.871	-2.685	9.539	-0.012	0.014	0.004
Si	-8.157	-0.001	9.51	-0.01	0	0.003
Si	-5.432	2.717	9.507	0.007	0.002	0.002
Si	-8.153	5.439	9.503	-0.019	0.012	-0.008
Si	-5.429	-8.149	9.533	0.003	0.002	-0.001
Si	-8.138	-5.41	9.549	-0.006	0.005	-0.006
Si	-5.418	-2.719	9.511	0.007	-0.018	0.013
Si	-1.366	-1.344	10.88	0.006	0.003	0.004
Si	1.356	1.369	10.883	0.008	0.002	0.008
Si	-1.354	4.071	10.889	-0.006	0.005	0.01
Si	1.345	6.795	10.878	0.009	0.002	-0.006
Si	-1.378	9.523	10.886	-0.004	-0.015	0.001
Si	1.328	-4.076	10.879	-0.007	-0.013	-0.009
Si	4.082	-1.342	10.906	0.006	0.001	0.01
Si	-9.509	1.35	10.888	-0.005	-0.003	0.008
Si	-12.246	4.065	10.867	0.001	0.003	0.001
Si	6.808	6.774	10.881	-0.01	-0.018	0.002
Si	4.082	9.513	10.873	0	0.016	-0.007
Si	-9.512	-4.051	10.896	0.004	-0.003	0.007
Si	-6.789	-1.356	10.866	0.001	-0.002	-0.003
Si	-4.081	1.355	10.864	-0.016	0.008	-0.008
Si	-6.789	4.081	10.869	0.006	0.01	-0.013
Si	-4.064	6.799	10.885	0.006	0.004	0.005
Si	-6.785	-6.786	10.897	-0.013	0.003	0.005
Si	-4.077	-4.074	10.888	0.016	-0.005	-0.002
Si	-0.003	0.001	12.242	-0.011	-0.005	-0.003
Si	2.713	2.728	12.244	-0.004	-0.001	-0.005
Si	-0.002	5.44	12.254	0.01	-0.002	0.007
Si	2.72	8.15	12.223	0.009	0.003	-0.012
Si	-0.017	10.884	12.249	-0.001	0	0.002
Si	2.695	-2.717	12.234	-0.004	-0.007	-0.004
Si	5.45	0.014	12.266	0.008	0.007	0.009
Si	-8.148	2.717	12.238	-0.009	0.003	-0.001
Si	-10.871	5.41	12.223	0.011	0.02	-0.002
Si	8.157	8.159	12.225	-0.004	-0.005	-0.001
Si	5.428	10.892	12.223	-0.006	-0.027	-0.001
Si	-8.14	-2.698	12.251	0.001	0.005	0.002
Si	-5.442	0.011	12.234	0.013	0.001	-0.012
Si	-2.726	2.705	12.236	-0.003	-0.014	-0.007
Si	-5.427	5.43	12.239	-0.015	0	-0.004
Si	-2.711	8.155	12.264	0	0.006	0.002
Si	-5.418	-5.434	12.261	0.009	0.013	-0.003
Si	-2.723	-2.704	12.238	-0.006	0	-0.004
O	-9.746	-1.976	-3.874	0.111	-0.015	-0.668
O	3.14	-2.835	-0.093	0.446	0.333	-0.361
O	-1.153	-0.509	0.194	-0.251	-0.187	-0.113
O	0.793	1.076	0.308	-0.063	0.198	0.08
O	-1.243	3.953	0.896	-0.155	0.145	0.013
O	-2.631	-1.317	-6.594	-0.075	-0.052	-0.08
O	-5.694	5.237	-0.116	-0.41	0.265	-0.15
O	-0.427	4.938	-4.44	-0.155	-0.012	-0.089
O	-9.979	4.701	-4.292	0.185	0.051	0.061
O	-10.024	-0.148	0.335	0.499	0.461	0.364
O	1.27	-2.915	-1.85	0.053	0.368	0.121
O	-8.239	3.086	-0.066	-0.142	-0.339	-0.35
O	2.283	0.126	-1.711	-0.18	-0.428	-0.144
O	-4.345	-7.403	-0.128	-0.452	-0.327	0.14
O	-6.561	-0.447	-0.289	-0.402	0.373	0.14
O	-5.101	1.763	-0.078	-0.129	0.018	-0.395
O	0.923	8.13	25.983	0.565	-0.254	-0.085
O	0.415	7.41	-4.537	0.134	0.046	0.144
O	-3.466	-4.935	0.541	0.062	-0.161	-0.163
O	-1.816	-5.526	-1.929	-0.186	-0.21	-0.31
O	2.765	2.392	-0.316	0.33	0.269	-0.319
O	-4.621	-0.225	1.538	0.411	0.502	0.148
O	-0.676	6.409	1.58	0.003	0.328	-0.389
O	-2.653	8.118	2.284	0.076	0.232	-0.464
O	-5.975	-5.528	0.794	-0.19	-0.516	0.446
O	-3.455	-2.414	1.429	-0.102	0.013	-0.115
O	-3.271	0.792	21.832	0.185	0.255	0.359
O	-10.629	2.188	21.657	-0.56	0.168	0.5
O	-9.915	3.588	25.547	0.107	-0.394	0.069
O	2.254	6.005	21.684	0.288	0.157	0.218
O	4.008	4.104	20.93	0.251	0.239	0.513
O	-8.605	8.115	22.79	-0.286	0.315	-0.09
O	4.096	-7.121	-6.882	0.161	-0.314	0.109
O	3.803	2.792	24.597	0.226	-0.067	-0.419
O	-4.445	-4.048	22.901	0.008	0.629	0.188
O	-0.236	5.526	22.414	0.043	0.082	0.118
O	-5.725	-0.114	22.155	0.296	-0.123	-0.045
O	-1.251	2.53	-3.871	-0.285	-0.192	0.125
O	3.143	-5.076	-5.483	-0.151	0.382	0.046
O	1.06	2.632	24.9	-0.102	0.063	-0.354
O	-9.318	6.129	25.371	0.283	0.401	0.273
O	2.163	1.259	23.095	0.32	-0.086	-0.021
O	5.187	7.944	24.876	0.032	-0.01	0.157
O	-8.256	-4.668	-7.118	0.136	-0.4	-0.011
O	-7.305	4.788	-7.197	-0.244	0.306	-0.382
O	4.532	5.314	25.007	-0.528	0.256	0.319
O	-9.92	-1.316	24.663	0.021	-0.222	0.497
O	1.977	5.474	-5.378	-0.271	0.284	-0.372
O	-7.85	-1.586	22.897	-0.224	-0.44	0.27
O	-1.315	-2.141	26.134	0.059	-0.039	0.213
O	-10.162	6.734	-2.678	-0.559	0.172	0.363
O	-9.729	3.761	-7.329	-0.034	-0.38	-0.075
O	-5.097	-0.821	-5.7	0.151	0.506	-0.198
O	-9.027	0.003	-2.266	0.281	0.736	-0.094
O	0.86	-1.79	-4.255	-0.075	-0.089	-0.098
O	-4.254	6.856	-4.444	0.038	-0.188	-0.449
O	1.16	-6.162	24.225	0.303	-0.262	-0.449
O	-10.787	-4.874	-6.407	0.079	0.123	0.41
O	-7.104	0.284	-6.813	-0.189	-0.063	-0.096
O	1.07	7.629	23.409	0.322	-0.141	-0.019
O	-3.48	-3.505	-2.392	-0.291	-0.431	0.211
O	3.917	-1.62	25.691	0.076	-0.36	0.236
O	2.08	-3.982	23.084	0.331	0.151	0.221
O	0.783	2.219	-2.149	0.13	0.513	-0.094
O	-5.372	-4.943	25.171	-0.08	0.233	0.051
O	-4.022	6.391	22.462	-0.263	-0.675	0.118
O	-6.954	7.023	-5.887	-0.038	0.21	-0.398
O	-2.897	-1.156	-1.476	-0.098	-0.389	0.711
O	-4.937	1.915	23.515	0.219	-0.21	-0.154
O	-9.877	-2.727	-7.567	0.099	0.135	0.456
O	-0.848	0.235	-2.434	0.147	-0.595	-0.477
O	3.657	3.619	-4.703	-0.12	-0.13	0.104
O	-3.68	3.797	-1.053	0.414	-0.062	-0.43
O	-9.193	-3.807	25.744	0.402	0.165	0.042
O	-10.622	-1.948	-1.469	0.184	-0.424	0.628
O	-7.657	7.027	-3.356	0.4	0.146	-0.023
O	-3.629	6.481	-1.056	0.276	-0.067	0.072
O	2.662	0.684	25.661	0.17	0.267	0.307
O	4.299	5.095	-6.775	-0.17	0.192	-0.137
O	-2.168	3.828	23.054	-0.072	-0.15	-0.204
O	-3.03	4.477	-4.311	-0.003	-0.174	0.261
O	4.741	-0.837	-7.223	0.14	0.014	0.611
O	-10.523	4.013	-1.12	-0.328	-0.203	-0.232
O	0.672	0.834	-4.454	0.192	0.346	-0.251
O	2.416	-0.491	-5.974	0.207	-0.419	-0.059
O	-8.296	5.383	-1.365	0.264	0.047	0.287
O	4.865	-3.902	-3.222	-0.415	0.045	-0.014
O	-0.596	-1.429	23.621	-0.248	0.078	0.242
O	0.798	5.255	-0.297	-0.159	0.038	-0.099
O	1.035	-4.392	-4.068	-0.18	0.181	-0.357
O	-1.029	-7.453	24.536	-0.122	-0.161	0.403
O	0.375	-6.922	-1.932	-0.012	-0.202	-0.037
O	1.499	5.769	-2.771	-0.102	0.03	0.143
O	-1.119	4.062	25.447	0.149	0.527	0.287
O	-8.129	2.714	22.158	-0.107	0.002	-0.014
O	-6.877	-4.696	-4.895	0.153	0.171	0.156
O	0.061	7.853	-7.127	-0.358	-0.356	0.114
O	4.015	-6.752	23.165	-0.267	-0.29	0.002
O	2.319	-5.195	-1.169	0.003	-0.021	-0.152
O	2.561	-4.372	25.581	0.332	0.618	0.017
O	-10.785	-5.67	24.96	0.062	0.016	0.073
O	0.109	-3.754	24.737	-0.401	-0.324	0.107
O	-9.214	0.68	23.282	-0.204	0.028	0.439
O	-8.052	-4.627	-0.482	-0.42	0.056	0.239
O	-10.419	6.243	22.96	-0.226	-0.692	-0.374
O	-1.008	-3.211	-2.979	-0.278	0.017	-0.5
O	-9.55	7.113	-5.198	-0.039	-0.028	-0.382
O	-10.482	2.144	-4.387	0.092	-0.487	0.196
O	-8.183	3.137	-5.253	0.57	-0.458	-0.078
O	4.249	-1.627	23.103	-0.143	0.388	0.117
O	-1.648	3.501	-6.329	-0.083	-0.16	0.037
O	-2.655	1.39	-1.096	-0.174	0.325	-0.387
O	-5.5	4.802	-5.32	-0.135	-0.571	0.012
O	-0.599	-6.177	0.378	-0.096	-0.504	-0.018
O	2.443	-6.533	-3.402	0.429	-0.382	-0.194
O	5.155	-6.328	-4.395	0.334	-0.509	0.237
O	-3.468	-3.108	25.001	0.111	0.429	-0.153
O	-6.822	-5.894	-2.589	0.47	-0.079	0.29
O	-9.546	-4.229	23.144	0.167	0.187	-0.053
O	-1.7	-3.392	-0.401	0.61	0.313	0.057
O	4.088	1.532	-6.277	0.416	0.244	-0.368
O	4.844	-6.11	-1.8	-0.339	0.072	-0.211
O	-1.866	-7.977	-0.996	0.461	-0.259	0.078
O	4.828	0.54	-1.673	-0.012	0.577	0.329
O	-3.704	3.348	25.232	0.153	-0.161	0.234
O	-9.261	-5.287	-2.759	0.219	0.34	-0.151
O	-8.657	3.081	-2.668	0.29	-0.631	0.067
O	-2.908	5.784	24.718	0.247	0.204	0.461
O	3.458	1.187	-3.779	-0.549	0.134	0.039
O	-3.908	-7.676	-2.601	-0.12	0.435	0.128
O	-8.05	-7.094	-4.76	-0.331	0.188	-0.036
O	-7.412	-6.591	24.634	-0.24	0.18	0.155
O	4.309	3.801	1.071	0.099	-0.116	0.672
O	4.28	6.249	-4.471	-0.436	0.587	0.307
O	1.215	-1.5	25.592	0.047	0.024	-0.096
O	-7.048	-2.434	-6.339	-0.091	-0.04	-0.483
O	3.407	-6.8	25.867	-0.283	-0.563	0.159
O	-3.23	-1.39	-4.024	0.665	0.31	0.299
O	-3.286	-5.63	-6.324	0.023	0.201	0.081
O	-3.276	-8.143	-7.011	0.053	-0.327	-0.093
O	-1.374	-7.173	-5.393	-0.037	0.072	0.544
O	-4.049	-3.253	-5.656	-0.077	-0.46	0.671
O	-6.062	-3.01	-0.213	0.42	0.083	0.135
O	-5.637	-4.587	-7.169	-0.043	-0.477	-0.66
O	-5.905	1.836	25.91	0.104	0.187	0.488
O	1.089	-6.575	-5.633	0.184	0.165	-0.485
O	-3.529	-8.006	24.222	-0.538	0.459	0.06
O	-5.273	-1.569	-2.338	-0.182	0.077	-0.601
O	-7.484	-0.705	-4.407	-0.06	0.324	0.248
O	3.421	5.112	-1.024	-0.079	-0.098	0.112
O	4.453	7.897	-0.753	0.142	-0.587	0.35
O	3.959	-1.385	-3.282	-0.592	-0.299	-0.228
O	-7.697	-2.128	-2.122	-0.115	-0.409	0.256
O	0.971	-4.051	0.675	0.105	0.231	0.03
O	-5.109	5.081	-2.736	-0.764	-0.328	0.02
O	-5.557	-7.052	-4.529	0.108	0.259	-0.593
O	-0.125	-0.636	-6.447	-0.069	0.317	-0.277
O	-7.453	-0.212	25.035	0.477	-0.062	-0.155
O	-5.011	6.169	-7.488	0.197	-0.359	-0.017
O	-2.856	-5.558	24.33	0.363	0.176	-0.019

Results
total energy: -108659.636 eV
total energy less fixed offsets of O -438.25, Si -107.07 eV per atom: 5.564 eV
